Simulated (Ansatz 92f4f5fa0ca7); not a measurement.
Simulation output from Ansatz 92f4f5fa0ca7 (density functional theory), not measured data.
Periodic cell of 462 atoms, Si286O176, from a study of silicon, its oxide and their interface. The atomic structure is a simulated model.
This geometry differs little from another in the collection (a relaxation step or a small displacement).

Settings
functional: r2SCAN
potential files: Ansatz PAW
basis: plane waves
wave-function cutoff: 800 eV
density cutoff ratio: 5
exchange-correlation grid ratio: 1
k mesh: 1 x 1 x 1, Gamma-centred
self-consistency stop: 1e-10 eV per atom in the density residual
occupations: fixed
spin: none
net charge: 0

Cell vectors (angstrom)
a	16.332	0	0
b	0	16.332	0
c	0	0	29.6311

Atoms and the computed forces on them: element, x, y, z (angstrom), force x, y, z (eV/angstrom)
Si	-0.2248	0.4232	0.1421	-0.0013	-0.0037	-0.0168
Si	2.6508	2.7647	0.2831	-0.0014	0.0012	-0.0053
Si	-0.2697	6.0613	0.2639	-0.0019	-0.0067	-0.0145
Si	2.7216	8.5512	-0.0459	-0.004	-0.0019	-0.0204
Si	0.6944	10.9932	-0.0155	-0.0006	0.0008	-0.0197
Si	2.2079	15.1841	-0.8493	0.0093	0.001	-0.0314
Si	3.8547	1.3746	-1.131	0.0116	-0.0038	-0.0279
Si	7.9888	3.1606	-0.4698	-0.0005	-0.0068	-0.0202
Si	5.872	5.4278	0.1709	-0.0062	-0.0025	-0.0194
Si	8.0566	10.8183	0.856	0.0026	0.0035	0.0045
Si	5.7441	11.2384	0.222	0.0028	-0.0064	-0.0084
Si	8.9617	15.1167	-1.1454	-0.0001	-0.0078	-0.0275
Si	14.0163	2.7359	0.1738	0.0014	0.0044	-0.0195
Si	12.3361	1.3835	1.1781	-0.0023	0.002	0.0053
Si	11.3878	7.3425	-0.7836	-0.0023	-0.0012	-0.034
Si	15.1816	9.8373	1.1462	0.001	0.0012	-0.0021
Si	7.7147	11.3735	3.0925	0.0036	-0.0062	0.0002
Si	11.8535	16.3809	-0.7879	-0.0004	0.0042	-0.0282
Si	1.3066	1.4253	1.6308	0.0009	-0.0037	-0.0014
Si	4.1501	4.2266	1.4232	0.0004	-0.0003	-0.0007
Si	1.5	7.0593	1.3955	0.0047	-0.0013	0.0045
Si	4.3004	9.6715	1.3329	0.0027	-0.001	0.0004
Si	1.6381	12.4783	1.5848	-0.0005	-0.0015	0.0042
Si	3.0783	14.3469	1.1545	0.0055	0.0043	-0.0066
Si	6.6882	1.3862	0.2821	-0.0061	0.003	-0.0059
Si	9.5792	3.916	1.2263	0.0078	0.0106	-0.0105
Si	7.1506	6.9962	1.44	-0.0017	0.0051	-0.0018
Si	9.0297	8.5103	0.845	0.0114	-0.0019	-0.0116
Si	5.9568	13.027	3.1849	-0.0035	0.0009	0.0049
Si	8.6985	15.5793	2.7227	-0.0013	0.0042	-0.0004
Si	12.954	-2.0447	-0.2583	-0.0036	-0.0077	-0.0267
Si	15.1474	4.245	1.5036	0.0015	-0.0004	0.006
Si	12.5099	7.1467	1.2755	0.0089	-0.0105	0.0029
Si	13.7756	8.0723	-2.1571	-0.0066	-0.0025	-0.0508
Si	11.7257	12.6895	1.1074	-0.0008	0.0013	0.0039
Si	16.211	13.6525	2.6333	0.0014	-0.0016	0.0023
Si	0.0282	2.8458	2.9329	0.0014	0.002	-0.0045
Si	2.6462	-0.1695	2.7283	0.0044	0.0075	-0.0043
Si	0.025	8.3797	2.7067	0.0003	0.0002	-0.0017
Si	2.7666	5.584	2.7442	-0.0006	-0.0012	-0.0037
Si	-1.5007	15.0178	1.1608	0.0016	-0.0017	0.0039
Si	2.8498	10.8851	2.8219	0.0015	0.0006	0.0009
Si	5.3356	2.7584	2.7971	-0.0003	-0.0022	-0.0099
Si	7.5995	-0.7058	0.6059	-0.0125	-0.0027	0.0056
Si	5.5726	8.2298	2.7291	0.0009	-0.0062	-0.0013
Si	8.3019	5.3716	2.6842	-0.0004	0.0033	0.0003
Si	5.301	13.4541	1.0263	-0.0021	0.0135	-0.0024
Si	9.7512	12.1043	-0.2622	-0.0013	0.0103	-0.0223
Si	10.8367	2.5316	2.6258	0.0029	-0.0072	0.0051
Si	13.5681	0.0102	2.6666	0.0023	0.0019	0.0019
Si	10.7997	8.2109	2.5811	-0.0037	-0.0039	-0.0075
Si	13.5179	5.4682	2.6473	-0.001	-0.0001	0.0044
Si	10.5532	13.9173	2.858	0.0023	-0.0021	-0.0018
Si	13.4073	11.0891	2.3729	-0.0004	-0.0039	-0.0067
Si	1.4406	4.1967	4.1631	-0.0006	0.0011	-0.0009
Si	4.0488	1.2612	4.0623	-0.0018	-0.0004	0.0039
Si	1.407	9.5776	4.1401	0.0003	-0.0007	-0.0013
Si	4.1667	6.88	4.091	0.0011	-0.0006	0.0013
Si	1.2278	14.9444	4.1152	-0.0021	-0.0025	0.0005
Si	4.1247	12.144	4.3081	-0.0015	0.0019	-0.0019
Si	6.8497	4.0566	4.0535	-0.001	0.0002	-0.0025
Si	9.5159	1.147	3.9715	-0.0015	0.0038	0.0024
Si	6.7867	9.5547	4.2326	0.0006	0.0025	-0.0016
Si	9.619	6.7566	4.058	-0.0015	0.0038	-0.0053
Si	6.9601	14.8595	4.19	0.0018	0.0028	0.0007
Si	9.4938	12.3481	4.2445	0.0007	0.0015	0.0013
Si	12.1741	4.0305	3.9772	-0.0025	-0.0023	-0.0002
Si	14.9161	1.3836	4.0941	-0.0034	0.0022	0.0017
Si	12.157	9.6607	3.8704	0.0059	-0.0054	0.0053
Si	14.933	6.8917	3.9631	0.0026	-0.0014	-0.0055
Si	12.2139	15.0288	4.1065	-0.0004	0.0038	-0.0007
Si	14.8309	12.2664	3.9256	-0.0015	-0.0009	0.0006
Si	-0.0566	0.0228	5.468	-0.0011	0.0018	0.0004
Si	2.7471	2.7098	5.451	-0.001	0.0029	0.0005
Si	-0.032	5.542	5.4048	-0.0014	0.0009	0.0002
Si	2.7512	8.1784	5.4826	0.0004	0.0009	0.0021
Si	-0.0615	10.9504	5.3537	-0.002	0.0027	-0.0013
Si	2.6793	13.6112	5.4599	0.0015	-0.0018	-0.0003
Si	5.4978	-0.0356	5.39	0.0008	-0.0004	-0.001
Si	8.1798	2.6079	5.3475	0.0012	-0.0026	-0.0012
Si	5.509	5.4544	5.4228	-0.0003	0.0041	-0.0021
Si	8.2376	8.1429	5.4291	-0.0001	-0.0008	0.0029
Si	5.4164	10.7884	5.679	-0.0012	0.0011	-0.0004
Si	8.2022	13.6188	5.6982	0.0002	-0.0014	0.0018
Si	10.8859	0.0179	5.5057	-0.0015	-0.0009	-0.0022
Si	13.5523	2.7524	5.4235	0.0001	0.0012	-0.0032
Si	10.9122	5.3875	5.4284	0.0022	-0.0009	0.0004
Si	13.5422	8.2479	5.2915	0.001	0.0043	0.0019
Si	10.9016	10.918	5.4195	-0.0024	0.0002	-0.0055
Si	13.5757	13.611	5.4033	-0.0011	-0.0011	-0.0015
Si	1.3379	1.3793	6.8015	-0.0004	0.0017	0.0003
Si	4.1365	4.0823	6.7846	-0.0005	-0.0001	-0.0002
Si	1.3491	6.8208	6.7998	-0.002	-0.0009	-0.0023
Si	4.0417	9.459	6.9616	0.0014	-0.0025	-0.0001
Si	1.3031	12.247	6.7934	-0.001	-0.0023	0.0022
Si	4.0968	14.9848	6.7688	0.0018	-0.0001	0.0009
Si	6.8105	1.3332	6.7867	-0.0006	-0.0001	0.0007
Si	9.5206	4.0082	6.7434	-0.0023	0.0023	-0.0006
Si	6.8548	6.7998	6.8083	0.0015	-0.0023	0.0015
Si	9.5761	9.5268	6.7946	-0.0007	0.002	0.0006
Si	6.7981	12.2145	6.9293	0.0009	-0.0032	-0.0006
Si	9.5656	15.02	6.9373	0.0052	0.0053	0.0012
Si	12.216	1.4113	6.8316	0.0023	0.001	0.0011
Si	14.9565	4.1333	6.7544	-0.0017	0.0005	0.001
Si	12.2706	6.8145	6.7273	0.0017	0	0.0018
Si	14.9345	9.5564	6.7113	0.0006	-0.0009	-0.0008
Si	12.2332	12.2687	6.8051	-0.0011	0.0016	-0.0005
Si	14.934	14.9577	6.7985	-0.0024	-0.0013	-0.003
Si	-0.0205	2.7607	8.1339	-0.0005	0.0014	-0.001
Si	2.7372	0.0252	8.143	-0.001	-0.0002	0.0004
Si	-0.0351	8.1923	8.1143	0.002	0.0009	0.0034
Si	2.7319	5.4369	8.1362	-0.0019	0.0036	0.0003
Si	-0.0141	13.6147	8.1716	0	0.0003	-0.001
Si	2.6552	10.8861	8.1977	0.0009	-0.0023	-0.0033
Si	5.4702	2.7129	8.1577	-0.0011	0.0024	0.0005
Si	8.1508	0.0315	8.2284	-0.0004	-0.0019	-0.0002
Si	5.47	8.1048	8.2223	-0.0032	0.002	-0.0015
Si	8.2036	5.3988	8.1373	0.0009	-0.002	-0.0012
Si	5.4199	13.6317	8.1801	0.0011	0.0023	-0.0025
Si	8.2017	10.8549	8.1999	-0.0016	0.0023	0.0021
Si	10.8391	2.7264	8.209	0.0019	0.0004	-0.0011
Si	13.5697	-0.0039	8.136	0.0012	-0.0012	0.0006
Si	10.9313	8.1478	8.1385	0.0003	-0.0002	-0.0001
Si	13.603	5.4707	8.1523	-0.0002	0	0.0006
Si	10.9002	13.6124	8.2231	-0.0023	0	-0.0002
Si	13.6072	10.8896	8.1296	0.0019	0.0029	0.0012
Si	1.3965	4.0668	9.5081	0.001	-0.0009	0.0001
Si	4.0745	1.3899	9.5375	0.0026	0.0002	0.0021
Si	1.3195	9.495	9.5332	0	0.0003	0.0001
Si	4.0756	6.7718	9.5596	0.0015	-0.0017	0.0019
Si	1.3945	14.9669	9.5027	-0.0042	-0.0025	-0.002
Si	4.0455	12.285	9.4994	-0.0002	-0.001	-0.0008
Si	6.8364	4.0634	9.5138	0.0033	0.0035	-0.0016
Si	9.4832	1.3785	9.6134	0.001	0.0013	0.0017
Si	6.8293	9.5023	9.5374	0.0031	-0.0018	-0.0024
Si	9.5716	6.7818	9.4984	-0.0002	-0.0004	0.0013
Si	6.795	14.9663	9.5542	-0.0014	0.0003	0.0009
Si	9.5155	12.2533	9.5585	-0.0015	-0.002	-0.0006
Si	12.2161	4.1009	9.5299	0	-0.0002	-0.001
Si	14.9301	1.3758	9.4558	0.002	0.0001	0.0014
Si	12.2995	9.4957	9.5158	-0.0021	0.0003	0.0008
Si	14.9671	6.8326	9.5153	-0.0037	-0.0013	-0.0006
Si	12.2334	14.9999	9.5505	-0.0024	0.0004	0.0008
Si	14.9397	12.2482	9.5121	-0.0012	0.0001	-0.0022
Si	0.0019	0.037	10.7695	0.0033	0.0005	0.0024
Si	2.7404	2.7428	10.9628	-0.003	0.0026	-0.0026
Si	0.0191	5.4376	10.8075	0.001	-0.0027	-0.0011
Si	2.7286	8.1757	10.9256	0.0018	0.0007	0.0082
Si	-0.0541	10.8489	10.8488	-0.0005	0.0025	0.0013
Si	2.7353	13.6083	10.9219	0.0036	-0.0002	-0.0015
Si	5.425	0.0024	10.8743	-0.0012	-0.0001	-0.0017
Si	8.1392	2.7578	10.9749	-0.0002	0.0001	-0.0007
Si	5.443	5.3775	10.865	-0.0003	-0.0054	-0.0005
Si	8.185	8.1172	10.8608	0.002	0.0005	-0.0011
Si	5.4594	10.9498	10.8028	0.0026	0.0002	0.0021
Si	8.1517	13.6194	10.9516	-0.0018	-0.0001	-0.0007
Si	10.8333	-0.034	10.9429	0.003	-0.0024	0.0001
Si	13.5196	2.6425	10.8567	-0.0017	-0.0006	0.0014
Si	10.9257	5.4902	10.941	-0.0013	0.0015	-0.0006
Si	13.6486	8.1712	10.967	-0.0006	0.0043	-0.002
Si	10.9049	10.8608	10.8204	-0.0021	0.0018	-0.0008
Si	13.5968	13.6406	10.8695	0.0018	0.0004	0
Si	1.3297	1.3071	12.2221	0.0012	0.0021	0.0042
Si	4.1709	4.0739	12.3552	-0.0004	0.0038	-0.0012
Si	1.3728	6.7187	12.2459	-0.0022	0.004	-0.0025
Si	4.1034	9.7004	12.1975	-0.0046	-0.0018	-0.0067
Si	1.2968	12.2029	12.1596	0.0032	-0.0003	0.0008
Si	4.1307	14.9775	12.2955	-0.0023	-0.0019	-0.0034
Si	6.7392	1.3422	12.2695	-0.0023	-0.0003	-0.0027
Si	9.5235	4.1649	12.2974	0.0002	0.0008	-0.0009
Si	6.7642	6.7694	12.1882	-0.0015	0.0022	-0.0006
Si	9.568	9.4977	12.1712	-0.0006	-0.0002	-0.0009
Si	6.7622	12.2493	12.277	0.0014	-0.0042	-0.0042
Si	9.5185	14.9396	12.3688	-0.0057	0.0008	-0.0004
Si	12.1393	1.3241	12.3296	0.002	0.0006	0.002
Si	14.9709	4.0074	12.0621	-0.0055	0.0012	0.003
Si	12.3433	6.775	12.3709	0.0006	0.0019	-0.0003
Si	15.0272	9.5329	12.3471	0.0001	0.0018	0.0024
Si	12.2043	12.2539	12.1792	0.0006	0.0013	0.0007
Si	14.9729	15.0649	12.141	-0.0045	0.0007	-0.0001
Si	-0.1825	2.586	13.4796	0.0523	0.0502	0.0365
Si	2.6317	-0.0836	13.6109	-0.0046	-0.0023	0.0098
Si	0.1396	8.1313	13.6524	0.0015	-0.0014	0.0022
Si	2.9607	5.6344	13.6502	-0.015	-0.0283	0.026
Si	-0.0002	13.6742	13.4127	0.0007	0.0019	0.0001
Si	2.6626	10.9896	13.6219	0.0029	-0.0045	-0.0032
Si	5.3765	2.5543	13.7667	0.0014	-0.0004	-0.0004
Si	8.1957	0.1122	13.6374	0.0006	0.0001	-0.0014
Si	5.4947	8.291	13.4419	0.0005	0.0005	-0.0038
Si	8.15	5.552	13.6458	0.001	-0.0051	0.0055
Si	5.6102	13.7423	13.7236	-0.0023	0.0066	0.0082
Si	8.1681	10.8354	13.4997	0.0019	0.0081	-0.008
Si	10.8506	2.8106	13.6944	-0.0001	-0.0033	-0.0017
Si	13.5595	-0.0963	13.6069	-0.0014	0.0074	-0.0135
Si	10.8789	8.1792	13.6069	-0.0001	0.0015	-0.0005
Si	12.5551	3.8727	14.9756	-0.0015	0.0011	0.0139
Si	10.7499	13.3752	13.6936	-0.0049	-0.0046	-0.0013
Si	13.704	11.1001	13.5421	0.0002	-0.0003	0.0028
Si	1.7839	3.6353	15.6524	0.016	0.0094	-0.0247
Si	3.7865	1.3269	15.0344	-0.0067	-0.0024	0.0166
Si	1.9207	9.1395	14.8257	-0.0042	0.0023	0.0136
Si	3.7814	7.5162	14.7387	0.0033	0.0025	0.0369
Si	1.4896	14.6337	14.8668	-0.0031	0.0066	0.0188
Si	3.0648	12.818	15.1631	-0.0065	-0.0031	0.0329
Si	7.107	3.2028	15.2453	-0.0078	0.0004	0.0185
Si	7.0144	-1.2534	15.0873	0.0051	-0.0048	0.0115
Si	7.0748	9.2858	14.7931	-0.0016	0.003	0.0245
Si	9.2797	7.1079	14.9125	0.0039	-0.0013	0.0199
Si	9.1077	18.1641	14.9454	0.0052	-0.0003	0.012
Si	9.5528	11.8808	15.0415	-0.0003	-0.0026	0.0128
Si	13.8032	5.2994	13.5879	0.0012	0.0062	0.001
Si	14.6173	1.5212	14.8747	0.0153	0.0155	0.0324
Si	11.6035	9.607	15.2749	0.0084	-0.0021	0.0202
Si	17.0673	5.5792	17.4276	-0.0038	0.0118	0.0332
Si	13.1152	14.5408	15.1966	0.0072	0.0109	0.0206
Si	14.7467	12.7595	14.7994	0.0054	-0.0108	0.0136
Si	-2.8026	8.2601	16.7931	0.0019	0.007	0.031
Si	17.3731	3.2768	25.0841	-0.0007	-0.0029	-0.0228
Si	17.6002	20.969	27.8332	0.0006	0.0003	-0.0302
Si	-3.1098	3.4597	24.1091	0.0002	0.0025	-0.0145
Si	-6.3718	17.777	21.8904	-0.0001	0.0072	0.0057
Si	-10.3906	22.8271	25.3893	0.0084	-0.0027	-0.0191
Si	7.5091	-5.7819	19.9503	-0.0026	-0.0035	0.0161
Si	16.8631	1.2232	21.583	-0.0017	0.0051	0.0059
Si	-20.8339	17.5722	19.6748	0.0017	0.0011	0.0208
Si	-3.3424	13.0642	26.3697	0.0035	-0.0054	-0.0316
Si	2.4629	10.2772	23.0058	-0.0047	-0.0038	-0.0073
Si	16.6886	8.6057	21.9344	-0.0017	-0.0011	0.0037
Si	-2.7073	7.4819	19.5971	-0.0003	-0.0013	0.0279
Si	14.7547	11.0383	17.2694	-0.007	-0.0058	0.031
Si	4.7802	16.1641	21.8446	0.0008	0.0045	0.005
Si	15.878	-6.6695	19.4551	0.0001	-0.0043	0.0221
Si	8.5349	13.0777	16.8059	-0.0103	-0.0024	0.0311
Si	16.1064	11.7985	23.6021	-0.0001	-0.0006	-0.0089
Si	10.6902	-11.099	17.0592	0.0006	0.0005	0.0327
Si	3.8881	18.6944	25.5712	0.0018	0.004	-0.0194
Si	-6.4937	28.9845	19.599	-0.0007	-0.002	0.0207
Si	-0.7863	30.4723	25.1969	-0.0015	0	-0.0196
Si	11.7238	4.4361	28.7243	0.0001	0.0065	-0.0215
Si	5.0522	9.9303	21.4116	-0.0008	-0.0017	0.0038
Si	1.9407	9.5292	17.8937	-0.0067	-0.0002	0.0328
Si	5.7282	11.4719	27.5539	0.0005	0.0081	-0.0296
Si	8.0307	7.6204	20.7315	0.0008	-0.0025	0.0037
Si	3.8367	6.4928	27.6174	0.0049	-0.0109	-0.0227
Si	7.9472	31.4571	25.5242	-0.0013	0.0034	-0.0268
Si	21.5337	-25.5899	20.1323	0.0097	-0.0015	0.0124
Si	-6.2591	-3.3823	25.0224	0.0017	0.0045	-0.0183
Si	3.4714	28.3094	18.1268	0.0038	0.0014	0.0307
Si	-2.7972	31.5501	18.2568	-0.0012	0.0026	0.0308
Si	22.3383	20.0926	24.1969	-0.0008	-0.0012	-0.0144
Si	20.6813	18.6237	19.9774	-0.0064	0.0041	0.0164
Si	10.7008	4.3476	22.3482	-0.0002	0.0002	0.0022
Si	-2.4118	1.6334	21.8264	0.0042	0.0004	0.0041
Si	8.8225	27.1054	26.8594	-0.0075	-0.0036	-0.0267
Si	19.8707	-0.4081	24.5309	-0.0029	0.0005	-0.0106
Si	-5.214	13.3106	22.3166	0.0042	-0.0005	-0.0001
Si	15.2131	-9.6963	14.946	-0.0013	-0.0071	0.0235
Si	18.4411	0.5831	19.0352	0.0007	0.0001	0.0246
Si	6.7444	-8.0354	23.3185	0.001	-0.0021	-0.0098
Si	14.4231	10.4025	25.7489	-0.0005	0.0008	-0.0242
Si	4.2102	-18.0059	19.189	-0.0058	0.0041	0.0232
Si	10.9223	6.388	20.0268	-0.0025	0.0019	0.0222
Si	8.2973	8.0642	25.7097	-0.0008	-0.0106	-0.0198
Si	19.9499	-21.3642	25.5602	-0.0076	-0.0002	-0.0226
Si	26.4196	5.5775	24.8962	0.0035	0.0073	-0.0171
Si	6.9017	2.0895	18.1023	-0.0022	-0.0015	0.0306
Si	22.6727	10.9857	17.297	0.0107	-0.0006	0.0284
Si	1.2356	12.7424	27.1496	-0.0016	-0.001	-0.0351
Si	32.3351	6.0003	20.4086	0.0006	-0.0001	0.0216
Si	26.1749	3.0374	26.7412	-0.0008	0.0041	-0.0321
Si	5.2466	-2.6778	25.6726	-0.001	0.0069	-0.0152
Si	13.4976	-5.1029	21.8154	0.0037	-0.0042	0.0085
Si	9.7516	18.7654	17.7596	0.0049	0.0015	0.0291
Si	-15.7741	16.6642	24.4986	0.0007	0.0012	-0.0193
Si	-9.0186	0.9661	23.3626	-0.0015	0.0026	-0.0082
Si	-4.2669	-0.1349	23.3682	-0.0004	0.0023	-0.0012
Si	3.5478	-9.2312	17.6256	0.0034	-0.0074	0.0289
Si	5.7104	15.9398	16.8158	-0.0005	0.0014	0.0289
Si	20.4203	4.7414	21.8062	-0.0045	0.0025	0.0011
Si	1.1203	4.1457	22.3419	0.0017	-0.0005	-0.0017
Si	-2.4711	8.7367	23.2996	0.0011	-0.0012	-0.0076
Si	13.1784	6.2706	24.9362	-0.0026	-0.0059	-0.0206
Si	29.1393	28.5969	19.0428	0.0033	-0.0019	0.0226
Si	30.8129	7.8291	29.73	-0.0072	-0.0011	0.0136
Si	11.9932	17.5673	25.9623	0.0033	0.0031	-0.029
Si	32.5289	-0.1273	17.1188	-0.0016	0.0094	0.0283
O	1.9865	-0.2838	-4.6881	0.0018	-0.0007	0.005
O	-1.2542	1.5967	-0.4719	-0.0014	0.0024	0.0097
O	5.4507	13.0599	-2.4526	-0.0018	-0.0109	0.0162
O	0.1137	5.6431	-1.2875	-0.0082	0.0079	0.0155
O	0.3305	1.8251	-4.5678	0.0008	0.0014	0.0083
O	10.419	1.7176	-3.6456	-0.0054	0.0044	0.0103
O	17.4809	4.0435	-12.5463	0.007	-0.0083	-0.0428
O	-6.0492	-0.2638	-1.1382	0.0013	-0.0074	0.02
O	0.6001	19.8551	-15.0548	0.0039	-0.0445	-0.0108
O	-2.7437	11.4825	-9.4053	-0.0043	0.004	-0.0104
O	28.4301	-8.8145	-9.487	0.0022	-0.0009	-0.0095
O	8.2512	14.4617	-13.6177	-0.0025	0.0049	-0.0056
O	-3.6352	16.3928	-10.6377	0.0049	-0.0072	-0.0143
O	12.4381	-15.5686	-2.1654	-0.0034	-0.0125	0.0341
O	3.5602	2.1505	-2.5158	0.0043	-0.0088	0.0301
O	24.426	15.3757	-2.5073	0.0051	-0.0108	0.0299
O	16.8192	16.635	-6.735	0.0003	-0.0001	0.001
O	2.1558	13.8543	-1.7639	0.0023	0.0135	0.0214
O	10.9985	3.3551	-1.8221	0.0043	0.006	0.0175
O	12.1777	-7.9576	-1.8074	0.0014	-0.0078	0.018
O	-6.6951	-14.894	-13.1552	-0.0051	-0.0013	-0.0218
O	17.704	0.4699	-9.1723	0.0021	-0.0012	-0.0099
O	6.2144	18.1263	1.7921	-0.0006	0.0026	0.0083
O	11.4822	13.1399	-3.8291	0.0035	0.0016	0.0103
O	11.6361	5.8998	-4.4566	0.0012	0.0004	0.0058
O	15.3912	0.9035	-13.459	-0.0053	0.0056	-0.0138
O	25.9503	4.2742	-3.8939	-0.0009	-0.0093	0.0101
O	3.3526	-0.1455	-1.4036	-0.0046	0.0057	0.0215
O	9.9221	3.0595	-7.8738	0.0013	0.001	-0.0003
O	7.3545	21.1002	-14.7611	0.0043	0.0045	-0.0112
O	21.7619	-15.023	-0.7618	-0.0143	-0.0051	0.0112
O	23.9201	-8.9415	-7.3604	-0.0031	0.0034	0.0036
O	25.7781	6.9763	-9.3046	0.0033	-0.0011	-0.0071
O	9.3014	14.3648	-4.519	-0.0006	-0.003	0.0037
O	4.877	15.1084	-9.0233	-0.0011	-0.0038	-0.0108
O	16.3747	13.5361	-3.2	0.0053	-0.005	0.012
O	-7.8242	19.1467	27.6342	-0.0065	0.002	0.0193
O	0.146	9.8786	20.9368	-0.0076	0.0003	-0.0123
O	4.4439	0.4809	16.276	-0.0038	0.0041	-0.0159
O	2.8999	-0.8027	18.8556	0.0009	-0.0022	-0.0076
O	6.2879	26.3896	15.99	0.0054	-0.0068	-0.0205
O	-18.7678	7.4549	15.4633	0.004	-0.0062	-0.0203
O	-0.2641	6.1082	16.2529	-0.0101	0.0037	-0.0198
O	7.2259	10.2115	18.3993	-0.0125	0.0204	-0.0241
O	-16.9318	15.7309	25.0973	-0.0019	-0.0044	0.0063
O	6.6868	-13.2414	16.833	0.0038	0.0043	-0.0252
O	-7.0544	13.3881	18.2444	-0.0134	-0.0015	-0.0192
O	-4.4475	20.1451	23.2883	-0.0009	-0.0004	0.0008
O	0.9814	0.7342	17.9013	-0.0076	-0.0039	-0.013
O	-1.1933	-0.8067	18.1712	0.0004	0.0011	-0.0105
O	17.0119	8.8319	18.6358	0.0042	0.0036	-0.011
O	13.1639	-6.6805	22.1333	0.0034	0.0004	0.0022
O	8.4851	17.2763	22.2511	-0.0016	-0.0033	0.0019
O	3.76	13.1066	19.2431	-0.0015	-0.0062	-0.0131
O	20.402	3.7698	20.5204	0.0015	-0.0035	-0.0063
O	4.6563	-3.2168	14.922	-0.0062	0.0008	-0.0111
O	12.2162	16.2849	24.9824	0.0001	0.0017	0.0151
O	20.6613	7.0156	16.2204	-0.002	0.0094	-0.0129
O	4.2649	17.3431	24.7833	-0.0003	0.0015	0.0137
O	1.3118	2.5997	21.9137	-0.001	-0.002	-0.001
O	4.8399	11.203	17.7989	-0.0003	0.0026	-0.0129
O	17.8517	19.8635	28.9794	0.0012	-0.0023	0.0193
O	23.0926	0.5712	17.5889	-0.0069	-0.009	-0.0169
O	23.023	-2.174	25.1585	-0.0018	0.0019	0.0059
O	11.5285	5.9033	28.0586	0	0.0037	0.0205
O	-2.7897	-13.6937	15.458	0.003	0.0006	-0.0073
O	15.7468	11.0139	25.0102	-0.0049	-0.0031	0.0074
O	27.9239	14.0484	14.9392	0.0004	0.0068	-0.0116
O	7.7643	16.5221	24.7201	0.0024	-0.0075	0.0111
O	20.8816	12.4384	24.8362	0.0013	-0.0009	0.0071
O	12.8849	18.8069	25.3658	-0.0055	-0.0059	0.0124
O	17.8648	9.6869	16.3356	0.0061	0.0016	-0.029
O	18.4314	6.4247	17.4776	0.0097	0.0038	-0.0044
O	5.003	4.1115	22.9779	0.0024	-0.0041	0.0051
O	-1.9191	-10.0104	20.4052	0.0017	0.0026	-0.0099
O	-1.428	11.5412	22.5514	-0.0003	0.0003	0.0053
O	-5.1089	5.2271	21.1065	-0.0011	0.0045	-0.0074
O	-1.7297	9.4686	16.9067	-0.0052	-0.0078	-0.0104
O	26.1782	27.426	28.0808	-0.0005	0.0051	0.0218
O	9.7144	3.9503	17.1935	-0.001	0.0022	-0.0102
O	-0.2173	13.3944	23.8755	-0.0007	0.0002	0.0093
O	-8.1856	25.5533	20.583	-0.0018	0.0037	-0.0064
O	8.6335	11.6986	20.103	0.0057	0.0048	-0.0037
O	-7.916	18.593	18.6805	0.0003	0.0005	-0.009
O	-6.1564	-3.6804	23.4411	0.0009	0.0014	0.0095
O	9.788	-11.0627	23.3262	0.0011	-0.001	0.0036
O	19.4884	1.8252	18.9795	0.0001	-0.0029	-0.0068
O	10.4699	-5.657	15.6929	-0.0001	0.0063	-0.0062
O	17.9911	-6.5982	29.2043	-0.0003	-0.0015	0.0087
O	0.7158	3.9821	26.4794	0.0032	0.006	0.024
O	16.7961	7.2636	21.0441	0.0012	-0.0029	-0.0068
O	5.179	3.2849	25.4911	-0.0055	-0.0047	0.0079
O	4.4561	6.5147	18.8136	-0.0121	0.0089	-0.0225
O	1.2504	11.3751	23.0709	-0.0012	-0.0001	0.0025
O	27.268	20.9099	30.1411	-0.001	-0.006	0.0178
O	2.7007	18.6498	15.7614	-0.0281	0.0375	-0.0249
O	11.2246	-4.3927	19.1467	0.0011	0.0101	-0.0069
O	5.9162	9.5193	22.7084	0.0004	0.0009	0.0002
O	2.3438	27.2576	18.6175	0.002	0.0041	-0.0117
O	20.8549	6.4242	26.1559	-0.0081	0.0043	0.0166
O	-2.8512	11.5337	26.3763	-0.0029	0.0058	0.0096
O	2.6637	5.3979	27.5824	-0.0051	0.006	0.0107
O	3.7263	15.5909	22.9498	0.0006	0.0002	0.0044
O	-2.1729	2.7295	23.0025	-0.0029	0.0004	0.0031
O	15.3944	11.9588	16.1135	0.0002	0.0138	-0.0232
O	12.9458	-22.2872	14.8109	0.0027	-0.002	-0.0106
O	-0.648	-5.3005	18.6034	-0.0016	0.0032	-0.0118
O	16.3343	4.7529	21.3554	-0.0016	0.0043	-0.006
O	6.3833	-1.809	30.0425	0.0056	0.0044	-0.0004
O	41.6283	9.1787	26.6462	0.0029	0.0154	0.0109
O	12.8235	2.0553	20.688	-0.0037	-0.0033	-0.0069
O	8.1641	8.2165	15.42	-0.0003	0.0035	-0.0131
O	-13.0592	8.6425	17.9904	-0.0038	-0.0039	-0.013
O	3.1882	10.2172	24.4509	0.0056	0.0046	0.0114
O	-5.1827	2.1845	18.542	-0.0067	0.0048	-0.0133
O	14.4895	25.1827	19.709	0.0006	0.0004	-0.0024
O	27.3451	5.7773	18.537	-0.0008	-0.0082	-0.0214
O	4.2073	-1.4577	25.5474	0.0018	-0.0025	0.0047
O	13.2713	23.5927	23.6279	-0.0009	-0.0027	0.0064
O	9.9406	6.3909	16.2248	-0.0089	0.0099	-0.0193
O	7.8064	8.8667	24.3917	0.0026	-0.0033	0.0062
O	7.0048	7.2904	26.3396	0.0012	0.0038	0.0067
O	5.2236	14.8617	17.9354	0.0113	0.0071	-0.0203
O	5.0125	6.1518	28.65	0.0029	-0.0022	0.0121
O	10.5547	17.0594	20.5533	0.0016	-0.0006	-0.0076
O	15.4423	8.5364	22.9675	0.0017	0.002	-0.0056
O	16.4028	5.6673	18.8859	0.0067	-0.0043	-0.024
O	6.151	0.0956	22.6503	0	0.0005	0.0024
O	14.6705	25.6769	26.9517	0	-0.0091	0.0199
O	13.2419	3.8551	28.8284	0.0005	-0.0068	0.0127
O	12.0285	21.0522	16.2833	0.0068	-0.0049	-0.0172
O	-2.3669	-2.4511	25.3743	-0.0006	-0.0011	0.0105
O	0.6447	15.0932	16.2245	0.0117	-0.0124	-0.0283
O	29.7493	0.265	22.5555	-0.0016	-0.0006	0.0006
O	3.2075	24.232	28.1484	-0.0023	0.005	0.015
O	18.0808	8.846	22.7164	-0.0004	0.003	-0.0002
O	19.2219	12.611	16.7615	0.0011	0.0069	-0.0397
O	12.0199	25.1521	16.6443	-0.0041	0.0027	-0.0149
O	17.0934	15.9802	28.6857	-0.0064	0.0028	0.0149
O	10.9545	17.3381	23.0805	0.0006	-0.0028	0.0026
O	-10.6737	7.3736	24.0685	-0.0005	-0.0021	0.0075
O	29.9263	25.9402	24.6259	0.0004	0.0014	0.0093
O	7.0613	12.4167	17.061	0.0078	-0.006	-0.011
O	9.3401	-9.4191	25.3475	-0.005	0.0053	0.0092
O	-19.4769	-18.8147	19.0673	0.0017	0.0026	-0.0097
O	-10.543	2.3413	19.2385	0.0128	0.0014	-0.0117
O	-10.2677	27.2756	20.619	0.0022	-0.0016	-0.0063
O	-4.7069	-1.5858	22.8486	0.0003	-0.0022	0.0021
O	4.8039	-7.724	20.4966	0.0018	-0.0014	-0.0015
O	6.8077	23.3337	19.8548	0.0001	-0.0001	-0.0038
O	-2.4283	21.1708	24.6321	-0.0037	0.002	0.007
O	12.3684	28.619	22.266	-0.0026	0.0007	-0.0038
O	-12.7105	-5.773	21.8781	0.0014	0.0004	0.0004
O	2.5411	4.9216	22.2606	0.0012	-0.0017	0.0004
O	4.3408	1.261	21.2274	0.0027	0.002	-0.0062
O	2.63	-13.2601	24.869	0.0043	-0.005	0.0105
O	25.6002	11.6923	25.6184	-0.0054	-0.004	0.0115
O	10.3098	-2.8159	20.9102	-0.0031	-0.0012	-0.0081
O	13.0534	15.1023	16.722	0.0012	-0.0055	-0.0249
O	13.6	7.2061	18.0066	-0.0013	0.0077	-0.0205
O	-3.0273	11.6587	17.6328	0.0026	-0.0046	-0.0116
O	29.4842	13.6114	27.8795	-0.0047	0.0057	0.0308
O	6.9675	2.5305	23.7199	-0.0008	-0.0002	0.002
O	18.579	11.9196	26.1858	-0.0052	0.0067	0.0171
O	4.5772	10.6456	26.7113	0.0126	-0.0002	0.0203
O	4.737	6.1513	21.3732	-0.0003	0.0017	-0.0041
O	9.8678	7.9029	29.1511	-0.013	-0.0006	0.0071
O	16.8889	4.2077	23.8583	-0.0002	-0.0011	0.0095
O	9.4086	-2.7818	28.6505	0.0035	0.0015	0.0124
O	15.3386	17.7765	21.0826	-0.0007	-0.0009	-0.0002
O	18.9831	-11.4643	15.0835	-0.0194	-0.0324	-0.0138
O	13.8203	6.9701	26.2544	0.0035	0.0106	0.0253
O	22.9807	5.1268	24.8128	-0.0008	0.0039	0.0055
O	6.9097	4.4018	29.0599	-0.0011	0.0038	0.012
O	16.7929	11.7703	28.1967	0.003	-0.0055	0.0239
O	23.5805	11.089	27.1034	-0.0024	-0.0096	0.0131

Results
free energy: -283313.964 eV
free energy less fixed offsets of O -570.45, Si -639.56 eV per atom: -0.604 eV

The program warned: the cutoff lies below the one the program advises for these potential files; the forces do not sum to zero within the program's tolerance; empty levels may hold ghost states of the PAW files; the exchange-correlation potential is rough where the density is thin.
